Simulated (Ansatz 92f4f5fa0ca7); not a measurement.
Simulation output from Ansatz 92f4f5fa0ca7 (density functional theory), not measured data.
Periodic cell of 149 atoms, Si88O55N6, from a study of silicon, its oxide and their interface. The atomic structure is a simulated model.

Settings
functional: r2SCAN
potential files: Ansatz norm-conserving
basis: plane waves
wave-function cutoff: 1300 eV
density cutoff ratio: 4
exchange-correlation grid ratio: 1
k mesh: 2 x 2 x 1, shifted by 0.5 0.5 0.5 of a step
self-consistency stop: 5e-08 eV per atom in the density residual
occupations: Fermi-Dirac, 0.05 eV
spin: none
net charge: 0

Cell vectors (angstrom)
a	10.9364	-0.1063	0.0739
b	-0.1063	11.0141	0.0364
c	0.1416	0.0698	20.9644

Atoms and the computed forces on them: element, x, y, z (angstrom), force x, y, z (eV/angstrom)
Si	-0.6284	0.5653	-0.7243	-0.1711	-0.9617	-1.2438
Si	2.1347	3.3242	-0.4926	1.1535	2.452	2.5493
Si	0.2425	5.5558	0.455	2.3217	-0.2619	-0.7336
Si	2.9967	8.3241	-0.1632	0.7065	-0.8316	1.3842
Si	6.062	0.156	-0.3325	-0.5914	-0.7725	2.5649
Si	8.6917	3.2236	-0.4744	-1.4241	-2.1731	1.8409
Si	5.4041	5.9981	0.0154	-2.6247	0.298	0.1757
Si	7.4839	9.0923	-0.1719	-1.1349	0.2976	0.6336
Si	0.906	1.7851	0.5183	-2.1772	0.8049	-1.5456
Si	4.2598	4.2968	1.2827	1.5818	1.0613	1.6385
Si	1.6301	7.2512	1.5432	-1.3034	0.2631	-0.5458
Si	4.021	9.7619	1.4941	-1.8459	-0.4808	-0.2746
Si	7.1499	1.4944	1.2002	0.8126	2.2603	0.3304
Si	9.5173	4.2123	1.6072	0.3108	0.49	-1.1308
Si	6.985	7.3638	1.2213	-1.7188	-1.0508	0.9814
Si	9.4716	9.5066	1.0048	-0.6847	3.0633	-1.4803
Si	0.2598	2.866	2.4505	-2.2213	-0.2776	0.4003
Si	2.448	0.023	2.5692	1.2453	-1.0724	-0.0416
Si	-0.1194	8.6407	2.4116	1.5046	-2.0665	2.0162
Si	2.9593	5.6143	2.8258	-0.8205	-0.5704	-1.1875
Si	5.643	2.8213	2.5936	0.0353	-0.7511	-0.296
Si	8.6205	0.1124	2.6236	-0.9393	-0.931	-0.8015
Si	5.3986	8.399	2.8122	1.981	-0.1541	-0.1723
Si	8.295	5.9486	2.7088	-0.7293	-1.5778	-0.3498
Si	1.5736	3.9608	3.9086	-0.0069	2.3926	0.6155
Si	4.221	1.1377	3.8032	-0.2279	1.7734	0.096
Si	1.1362	9.6987	4.1414	0.3542	1.0151	-0.511
Si	4.3703	6.7734	4.167	-0.1308	0.5722	-0.3852
Si	7.0026	4.167	3.9974	-0.159	-0.3796	-0.5346
Si	10.011	1.2235	4.1268	-0.168	0.693	-0.2887
Si	7.0488	9.7952	4.1053	-0.8556	-1.0575	-0.1326
Si	9.7587	6.9791	4.168	-0.8951	1.5916	-3.0132
Si	0.2174	0.0409	5.7851	-0.3549	-0.8927	-1.0309
Si	2.9824	2.6509	5.2161	0.1785	-0.288	2.2291
Si	-0.1282	5.5128	5.1078	3.783	-1.9115	1.5616
Si	2.8339	8.2567	5.0528	-0.469	0.0547	2.0228
Si	5.5137	-0.0188	5.4054	1.0627	-0.4007	0.6868
Si	8.2821	2.5202	5.2635	1.2418	0.2918	0.0981
Si	5.3862	5.0703	5.3974	0.0731	-0.0033	-0.1519
Si	8.1174	7.9052	5.3867	-0.1114	1.3637	0.2487
Si	1.7343	1.3777	7.0563	0.5591	0.2846	-0.5071
Si	4.2252	4.033	7.1042	-1.4386	-0.4619	-0.3636
Si	1.5851	6.7673	6.5367	-0.8299	-0.1412	-0.9884
Si	4.1122	9.488	6.8147	-0.3552	1.0587	-0.5092
Si	7.2736	1.0724	6.8729	-2.5823	1.0775	-0.5002
Si	9.8249	3.8082	6.5073	-1.7691	-0.0729	1.9588
Si	6.7524	6.3551	6.571	0.4338	2.7315	0.843
Si	9.625	9.1933	6.7168	0.4112	0.5184	1.0301
Si	0.1051	2.2852	8.4447	-0.6778	1.1668	0.3669
Si	3.0857	-0.0259	8.4978	-3.4871	-2.2132	-0.679
Si	0.2572	7.9509	8.0072	-0.9895	-0.2901	0.2917
Si	2.3511	5.593	8.3858	1.9161	-1.3865	-0.4819
Si	5.8938	2.807	8.485	0.284	0.9145	-0.5978
Si	8.2124	-0.6322	7.9872	2.298	-1.1283	1.2963
Si	5.463	7.9667	7.9019	1.625	-1.1751	-1.6797
Si	8.0839	5.1361	7.925	1.3306	-2.0491	1.4149
Si	0.6381	3.9923	10.0535	1.5428	1.8518	-0.4778
Si	4.6039	-1.2518	10.5421	-3.9085	0.577	1.199
Si	1.6641	8.6114	10.018	2.1846	1.2877	-5.575
Si	4.1018	7.0231	9.3339	-0.4107	-2.2202	1.097
Si	6.8087	0.6446	10.3767	-1.8548	-0.397	-0.2436
Si	9.6949	0.4329	9.7579	-1.6539	-1.29	-0.7957
Si	6.8178	8.8734	9.5297	4.7694	-4.4275	-2.6326
Si	9.9103	6.2393	9.2879	-0.0753	1.428	-2.8605
Si	-0.1609	-1.0691	17.3737	-1.2108	-1.7806	0.0417
Si	-2.9973	13.495	14.1328	2.4693	0.141	-1.3403
Si	4.8039	1.5837	10.5286	-0.4484	2.0847	-0.5677
Si	3.9586	5.6755	11.7991	-0.0386	0.2088	-1.7547
Si	4.1985	8.678	12.5263	1.7429	-3.4458	2.2825
Si	-0.4404	0.4267	14.4277	-0.7208	-1.8469	2.6866
Si	-0.4081	6.7103	13.5203	1.6659	-3.4205	2.0383
Si	-1.959	7.0577	11.0384	-2.4958	0.8642	0.5566
Si	3.7476	10.6082	14.5657	5.4812	-1.8634	-2.5926
Si	4.9644	12.4621	13.4207	-0.2747	0.5241	4.1231
Si	-0.3374	5.4479	16.1388	-2.2925	1.1596	-3.5081
Si	4.873	-2.6877	16.3137	4.6815	1.4475	0.3116
Si	-5.4385	6.538	14.0609	1.4599	3.417	1.0008
Si	1.0651	13.8605	14.9709	-0.305	3.0939	-3.7099
Si	3.4861	1.5093	16.1226	-0.3781	1.8541	2.4341
Si	1.4006	15.5446	12.5303	-0.0965	1.7178	0.392
Si	12.3778	5.328	18.7243	-0.6758	0.9596	2.3176
Si	-1.4668	4.3577	12.249	-0.4095	1.9011	-0.9025
Si	-3.4045	5.0631	15.8834	0.8287	0.4726	-1.2552
Si	2.4971	8.3254	18.5064	-3.5443	-0.9641	2.7059
Si	7.4487	9.2502	17.9529	-2.4151	-0.9601	-4.2469
Si	-0.4034	9.3748	11.9452	-0.7656	0.1634	2.4268
Si	6.5207	3.983	18.5946	0.586	7.6961	1.2949
Si	5.5765	11.9735	18.525	-0.547	-1.32	-0.5811
O	3.6928	3.2327	21.3465	-0.713	-1.3227	-2.4863
O	-0.1625	-0.0555	18.6552	-0.2561	0.914	0.8793
O	1.7013	4.6652	0.4369	-0.9782	-0.6723	0.1194
O	2.1835	4.04	19.0064	0.8009	-0.5869	-1.8736
O	0.6494	5.6901	17.3206	0.1682	-0.7808	-1.0069
O	0.2394	5.4761	19.7561	-1.2106	0.8111	0.3844
O	4.7789	11.186	21.7922	1.4141	-0.042	-1.4818
O	6.5134	8.2103	17.0268	-3.0844	1.3036	-1.2776
O	1.8557	0.754	22.1892	2.9332	-3.3938	2.4437
O	5.8639	2.5032	-2.1237	-1.093	-3.6467	-1.0138
O	5.8172	5.2733	-1.3647	-0.4488	-1.9547	-2.0303
O	7.9523	4.1158	19.3694	2.2734	-1.5405	-0.1112
O	-0.1329	14.9241	15.4549	0.6146	0.6621	0.765
O	3.8834	6.902	-0.2119	2.8885	-0.4797	-0.0263
O	7.2148	8.5599	19.3189	1.0809	-1.0333	3.161
O	1.2239	-2.0989	17.8454	-2.3443	1.4491	-1.1099
O	0.2962	5.6543	9.8959	-0.1556	-1.7854	-0.4438
N	3.774	0.2683	10.0416	1.3526	0.6009	0.7238
N	3.5055	8.5175	9.9782	-1.8636	0.0569	-1.3506
O	-4.3977	13.0374	13.5587	-2.2582	-1.7676	-0.32
O	-2.4008	14.0871	12.6256	-0.9214	-1.5782	2.5503
O	4.4559	2.1317	12.0524	-0.0088	0.0261	-0.1807
O	6.9624	4.0934	8.7907	0.3951	-0.389	-0.6664
O	9.8624	-0.9181	10.808	0.7139	0.3294	-0.0387
O	1.4742	10.0963	9.2005	2.131	1.0928	-0.9625
O	3.4803	7.2134	12.089	-0.4775	1.8958	1.9436
O	4.9928	6.1551	10.4976	-1.6645	-0.7391	0.0243
O	5.6003	8.0553	13.4609	-1.4922	-1.9394	-1.8895
N	-4.8183	-0.7907	9.9859	1.2706	2.7168	1.9272
O	3.8312	-2.5576	17.5785	3.7529	0.8468	-3.7342
O	1.1157	8.8789	11.4276	-2.7218	1.3919	4.2078
N	-0.0155	14.9258	11.7132	-0.0642	-0.8302	0.4175
O	2.0906	3.6997	13.7353	-1.8777	-2.1578	3.243
O	8.2562	1.1615	10.4863	2.7234	0.0471	0.2542
O	4.817	5.3288	13.1757	0.2788	0.0085	-0.0035
O	7.5543	7.7758	10.5917	0.4064	1.0285	-0.1284
O	-0.6791	10.3703	13.3508	1.1469	-2.9824	-4.4777
O	0.6627	1.5246	14.0528	0.5901	1.0238	1.5901
O	-0.1701	6.954	15.1561	-0.4505	-2.5214	-0.0765
O	-1.4357	5.3535	13.5102	1.6419	1.1116	0.9005
O	-0.1094	-0.7632	15.7438	0.405	2.9141	0.5278
O	-1.9624	5.5721	16.5406	0.1631	-0.9222	-0.5662
N	-1.123	7.7786	12.4571	-0.4826	2.4038	-2.4018
O	0.968	17.0732	13.0667	-1.5088	0.0464	0.1043
N	2.6165	15.5736	11.4147	0.9594	1.0723	-0.6299
O	4.6075	7.0088	15.4607	0.0377	-1.8706	-0.2236
O	4.8362	9.6244	15.2741	0.3341	-0.7351	3.1104
O	-2.0068	9.3801	17.3635	4.2224	0.7449	0.391
O	-4.5739	4.7398	16.9867	1.0875	-0.6902	1.4896
O	-3.1106	3.6198	15.2109	0.6081	-1.673	-0.3687
O	4.4678	2.107	15.0374	0.9449	0.3057	-1.86
O	-3.9155	5.9495	14.5774	-2.4251	0.6762	0.8756
O	1.9524	13.4029	16.171	2.1782	-0.9075	1.8943
O	-1.9434	12.2366	14.6448	-1.8836	1.8246	-0.147
O	-2.3105	5.4539	11.2622	0.3507	-0.9613	0.5296
O	9.3174	1.7137	20.037	0.185	0.8316	-0.7985
O	3.3668	-1.4069	13.4618	-2.4487	-2.0527	-2.5034
O	2.9005	11.0655	15.7376	-3.4361	0.6339	1.5513
O	4.1087	12.1939	17.629	1.7269	0.1113	0.3224
O	13.3095	6.6069	18.88	-0.0179	-0.0478	-0.8369
O	6.7101	10.7101	17.9988	-1.6907	3.502	-0.2878

Results
free energy: -37594.345 eV
free energy less fixed offsets of N -289.75, O -463.61, Si -117.95 eV per atom: 22.305 eV
pressure: -2.97 GPa
stress xx, yy, zz, yz, xz, xy (GPa, positive in tension): 2.91, 3.58, 2.43, -1.93, 1.95, -1.35
